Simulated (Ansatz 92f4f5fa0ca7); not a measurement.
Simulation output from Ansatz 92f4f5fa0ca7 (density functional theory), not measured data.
Periodic cell of 256 atoms, Si134O86H32N4, with a vacuum gap, from a study of silicon, its oxide and their interface. The atomic structure is a simulated model.

Settings: functional r2SCAN; potential files Ansatz PAW; basis plane waves; wave-function cutoff 800 eV; density cutoff ratio 5; exchange-correlation grid ratio 1; k mesh 1 x 1 x 1, shifted by 0.5 0.5 0 of a step; self-consistency stop 1e-11 eV per atom in the density residual; occupations fixed; spin none; net charge 0; applied field sawtooth along c, amplitude +0.015 V/angstrom in the program's sign convention, ramp centred at 0.9887 of c and 0.0226 of c wide, no dipole correction.

Cell vectors (angstrom)
a 10.88 0 0
b 0 10.88 0
c 0 0 44.3255

Atoms: element, x, y, z (angstrom)
Si 0.2833 -0.294 30.5971
Si 2.9843 2.5065 30.5668
Si -0.2249 5.6563 30.6812
Si 2.436 8.2985 30.624
Si 5.2243 0.3328 30.7172
Si 8.0091 2.8288 30.8136
Si 5.8726 5.107 30.6657
Si 8.6052 7.9905 30.7292
Si 1.4184 1.3308 31.8832
Si 4.1403 4.0795 31.9024
Si 1.3402 6.7903 32.0249
Si 4.0719 9.4992 31.8514
Si 6.7776 1.3592 32.1269
Si 9.5486 4.0831 32.0249
Si 6.9213 6.8027 31.9099
Si 9.6683 9.5193 32.0884
Si 0.0583 2.6839 33.2817
Si 2.7461 -0.0286 33.2932
Si 0.0654 8.1423 33.4635
Si 2.7666 5.4203 33.2817
Si 5.4276 2.7616 33.4107
Si 8.1893 -0.0383 33.3625
Si 5.4722 8.1478 33.2084
Si 8.197 5.4551 33.3762
Si 1.4009 4.0513 34.6498
Si 4.0669 1.3387 34.6852
Si 1.4218 9.5395 34.7294
Si 4.1273 6.8077 34.6262
Si 6.815 4.1155 34.7221
Si 9.5491 1.3636 34.6762
Si 6.7937 9.4683 34.6594
Si 9.5399 6.7839 34.7475
Si 0.0099 -0.0025 36.0521
Si 2.7103 2.689 36.0446
Si 0.0317 5.4009 36.0409
Si 2.7847 8.1629 36.0291
Si 5.4356 -0.0284 36.0172
Si 8.1761 2.7276 36.0415
Si 5.4497 5.462 36.0521
Si 8.1367 8.1262 36.0537
Si 1.3395 1.3625 37.4275
Si 4.0831 4.0649 37.3641
Si 1.3938 6.803 37.3461
Si 4.0861 9.5268 37.4307
Si 6.7841 1.3488 37.3563
Si 9.5306 4.073 37.4242
Si 6.8056 6.7827 37.4468
Si 9.496 9.5054 37.3683
Si -0.0286 2.7008 6.9742
Si 2.6884 0.008 6.9766
Si -0.0015 8.1425 6.8721
Si 2.7187 5.4253 6.8731
Si 5.4176 2.6935 6.9131
Si 8.1304 -0.0089 6.8838
Si 5.443 8.1571 6.9501
Si 8.1721 5.4184 6.997
Si 1.3609 4.1051 8.2517
Si 4.0393 1.398 8.3363
Si 1.2452 9.5386 8.2801
Si 4.0568 6.7676 8.2366
Si 6.7818 4.0009 8.3031
Si 9.4401 1.3247 8.2841
Si 6.798 9.5398 8.2725
Si 9.5966 6.799 8.3086
Si -0.1359 0.0074 9.7036
Si 2.6603 2.813 9.686
Si 0.0489 5.3877 9.6964
Si 2.6059 8.1022 9.5047
Si 5.4173 -0.0023 9.6383
Si 8.0929 2.608 9.7094
Si 5.4035 5.3909 9.5906
Si 8.2569 8.2514 9.5821
Si 1.1661 1.4916 10.9642
Si 4.0266 4.1598 11.0885
Si 1.4146 6.7971 11.0392
Si 3.9264 9.4826 10.7742
Si 6.7217 1.2631 11.1537
Si 9.5477 3.9444 10.9834
Si 6.9212 6.7641 10.7042
Si 9.3966 9.5864 11.1991
Si -0.1402 2.6627 12.6157
Si 2.5468 0.0408 12.0434
Si -0.0364 8.113 12.3365
Si 2.8208 5.605 12.579
Si 5.318 2.7038 12.4024
Si 7.9225 -0.0778 12.7902
Si 5.4263 8.0505 11.8386
Si 8.1759 5.3963 12.1292
Si 1.1046 4.387 13.6965
Si 3.9637 1.1175 13.5166
Si 1.2887 9.6248 13.4883
Si 4.8123 6.7178 13.6234
Si 6.7969 4.1394 13.4973
Si 8.9655 1.6647 14.2139
Si 5.9252 9.4425 13.5918
Si 9.6587 6.497 13.5467
Si 0.5536 6.5631 17.9407
Si -1.5851 7.5161 16.3037
Si 7.9052 3.6193 20.4592
Si 3.6797 8.9296 15.4586
Si 1.8207 9.1008 17.8253
Si -0.4164 -0.51 16.0103
Si 4.3687 8.5865 19.0759
Si 5.341 10.5441 17.2185
Si 4.3088 12.1613 19.6636
Si -2.7111 11.5385 20.0428
Si 7.8069 3.5811 16.2467
Si -0.3883 13.1821 20.7797
Si 2.7482 2.8109 15.8159
Si 16.5567 9.9808 21.2482
Si 3.2455 6.6905 17.3584
Si -1.5823 9.0137 24.6486
Si -2.845 11.6687 17.0138
Si 1.2421 -0.3881 24.3881
Si -5.8532 1.482 25.5254
Si 4.2178 4.1738 19.7689
Si 0.959 13.5058 23.5507
Si -1.9952 -5.4651 18.1612
Si 4.1284 -0.664 23.7614
Si 10.1569 5.0826 24.5959
Si 3.3785 -0.6948 26.3911
Si 7.7914 11.0972 26.3208
Si -1.1554 1.5052 28.482
Si -5.1069 5.0737 22.0978
Si -2.6159 6.5759 26.1266
Si 5.8695 6.7723 28.1269
Si 1.8284 -5.2255 26.0062
Si 3.7743 3.995 24.4019
Si -5.8632 4.5841 16.7721
Si 11.909 3.7803 28.4297
Si 3.2187 7.623 27.7592
Si -8.9702 2.6189 18.8697
Si -2.9595 6.7391 23.4264
Si 6.8642 9.4801 28.7551
O -0.3951 0.2779 29.2215
O 2.0309 -3.8503 26.8385
O 0.4001 4.9505 29.3524
O 3.3583 -1.6451 27.6706
O -1.2702 6.8179 30.1551
O -2.2494 2.1096 29.4976
O 5.8913 8.2036 28.8827
O 4.1306 12.2893 30.1224
O 6.1383 -0.1574 29.46
O -4.1723 -4.4784 22.393
O -0.2041 -7.2876 24.1873
O 13.18 3.126 29.2084
O 2.4704 3.2188 23.7573
O 6.9233 3.9197 30.2884
O 9.192 7.9254 25.8943
O 8.223 8.9825 29.4729
O -0.1046 5.4257 14.089
O 2.9936 9.5151 18.9191
O 6.8981 3.9978 21.6513
O 0.2699 -0.5199 14.5474
O 2.5711 9.0749 14.3023
O -7.8647 12.448 14.7984
O 16.3451 -1.7414 18.01
N 5.0407 8.2056 14.6642
O 1.9417 -5.1015 17.6754
O -0.5117 5.6928 18.7896
O 5.8025 5.427 14.0075
N 9.348 0.8437 15.8595
O 3.9759 17.9294 18.773
O -10.0401 10.2223 17.1161
N 7.9056 13.9925 14.5967
O 6.7449 -0.0527 16.4608
O 5.1525 8.6552 20.4773
O -1.4375 20.0104 16.3477
O -2.0847 7.0721 14.8312
O 4.2513 5.949 16.3399
O 4.1227 -0.5386 16.1769
O -4.3176 -6.2757 16.3807
O -0.0974 6.8989 16.4945
O 9.0572 4.3792 16.9098
O 7.518 2.3069 17.1869
N 2.7569 8.1613 16.6844
O -1.2512 11.7766 20.7515
O 5.0604 10.8163 13.8518
O 2.7121 12.2228 19.455
O -2.9742 4.7676 19.2844
O 2.5188 10.1641 23.3697
O -8.261 3.949 19.5277
O 1.7624 3.8607 15.0974
O -1.6494 -5.624 25.9572
O -2.4674 11.0761 18.4909
O 4.6592 11.1579 20.8493
O 8.3967 6.8529 17.5066
O 4.7005 5.2473 20.8795
O 4.1384 0.715 26.6678
O -2.317 -2.6262 23.3772
O -8.8281 -8.3574 17.2515
O -0.0512 9.4878 24.2801
O 1.8509 10.3995 25.8926
O -10.0936 12.0323 24.1925
O -6.6256 3.3661 16.0549
O 7.1966 10.4729 20.8462
O -1.4506 -7.3741 20.9866
O 0.6969 2.4157 21.9613
O -2.4064 -0.5214 25.0466
O 4.7979 2.7258 20.1811
O -5.9717 4.5185 18.3624
O 4.5789 0.8702 24.0802
O 0.8878 8.0088 18.6162
O 2.9309 7.3904 29.3407
O -6.0046 4.5449 23.3374
O -4.2708 1.2317 25.8319
O 3.1756 5.2585 25.2066
O -3.5487 6.5332 27.4477
O 5.0408 11.7418 18.2714
O -1.6546 5.7196 23.401
O 4.6046 3.038 25.4315
O 5.2891 9.6434 22.7877
O 8.9395 11.8852 27.1554
O 4.5614 6.8927 27.189
O 7.2246 17.4361 24.8824
O -3.4 2.1262 19.9796
O -0.0681 2.6382 28.1021
O 1.3514 -1.4497 30.114
O 1.4784 4.4342 27.0224
O 0.6397 5.9062 24.9271
O 5.4807 -5.2521 29.1773
O 4.2028 -1.4455 25.1888
O 7.1547 9.9161 27.2353
O 0.3745 13.3776 19.3519
H 2.1596 0.539 38.36
H 0.5087 2.1752 38.36
H 4.8936 3.232 38.2966
H 3.2601 4.8855 38.2966
H 0.5554 7.6079 38.2785
H 2.1994 5.9653 38.2785
H 4.904 8.7011 38.3631
H 3.2535 10.3376 38.3631
H 5.9557 2.164 38.2888
H 7.6024 0.5235 38.2888
H 8.7048 4.8908 38.3566
H 10.3365 3.2357 38.3566
H 7.6281 5.9616 38.3793
H 5.9873 7.608 38.3793
H 8.6743 10.3272 38.3007
H 10.3237 8.6895 38.3007
H -0.8346 3.5382 6.0418
H 0.8021 1.8881 6.0418
H 1.8683 0.8315 6.0441
H 3.521 -0.8029 6.0441
H -0.8291 8.9584 5.9397
H 0.8369 7.3376 5.9397
H 3.5417 4.6047 5.9406
H 1.9131 6.263 5.9406
H 6.246 1.8783 5.9806
H 4.6071 3.5264 5.9806
H 8.9522 -0.8307 5.9514
H 7.3121 0.8164 5.9514
H 6.2612 7.3317 6.0176
H 4.6251 8.9827 6.0176
H 8.9979 4.6006 6.0646
H 7.3496 6.2396 6.0646

Results
free energy: -136805.944 eV
free energy less fixed offsets of H -15.71, N -386.36, O -570.45, Si -639.56 eV per atom: 1.956 eV

Forces (eV/angstrom), in the order of the atoms: element, x, y, z
Si 0.0008 -0.0019 0.0427
Si 0.0045 -0.0078 0.0356
Si -0.0055 0.0013 0.0391
Si -0.0095 0.0044 0.0375
Si 0.0017 0.0081 0.029
Si -0.0074 0.0025 0.0267
Si -0.0011 -0.0121 0.0383
Si 0.0059 0.0016 0.0262
Si 0.0036 0.0018 -0.0164
Si 0.0038 -0.0006 -0.0172
Si -0.0051 0.0003 -0.0182
Si -0.0011 0.0062 -0.0123
Si -0.0046 0.002 -0.0184
Si -0.0022 0.0021 -0.0175
Si 0.0047 -0.0037 -0.0145
Si 0.0011 -0.0051 -0.0183
Si -0.0013 -0.005 0.011
Si -0.0031 0.001 0.0048
Si -0.0051 0.0067 0.006
Si 0.0013 -0.0047 0.0121
Si 0.0067 -0.0043 0.0017
Si 0.0043 0.001 0.0149
Si 0.0018 -0.0048 0.0097
Si 0.0014 -0.0046 0.0072
Si -0.0193 -0.005 0.0176
Si 0.0092 0.014 0.0168
Si -0.0113 0.0043 0.0186
Si -0.0116 -0.0146 0.021
Si 0.0003 -0.0035 0.0111
Si 0.0072 0.0081 0.0116
Si 0.025 0.0304 0.026
Si 0.0017 -0.0037 0.0203
Si -0.026 0.0143 0.1707
Si -0.0068 0.0064 0.1828
Si 0.0303 -0.0195 0.1752
Si 0.0102 -0.0002 0.1952
Si 0.0141 -0.021 0.1851
Si 0.038 -0.0425 0.1682
Si -0.0162 0.0063 0.1879
Si -0.0087 -0.002 0.194
Si 0.0186 -0.042 0.3152
Si -0.0598 0.0337 0.3614
Si 0.0123 -0.1681 0.3876
Si 0.159 -0.1395 0.2208
Si 0.1671 -0.0234 0.3155
Si 0.0748 -0.0813 0.2426
Si -0.1174 0.0818 0.3084
Si 0.0871 0.0806 0.4006
Si -0.0256 0.0421 -0.2679
Si -0.1469 0.1327 -0.1225
Si -0.0418 0.0538 -0.3475
Si -0.0228 0.014 -0.5023
Si -0.0392 0.0323 -0.2076
Si -0.0438 0.0483 -0.4471
Si -0.0381 -0.0519 -0.4372
Si -0.0066 -0.0275 -0.0645
Si 0.0024 -0.0241 -0.1863
Si -0.0153 0.0155 -0.166
Si -0.01 0.0266 -0.1807
Si 0.0076 0.0053 -0.1746
Si 0.0034 0.019 -0.1698
Si 0.0068 0.0171 -0.1979
Si -0.0052 0.0037 -0.188
Si -0.0267 -0.0065 -0.1785
Si 0.0131 -0.0168 -0.0261
Si 0.0013 -0.0101 -0.0189
Si 0.012 0.0184 -0.0259
Si 0.0108 -0.002 -0.0126
Si -0.0007 -0.01 -0.0166
Si -0.0101 0.0048 -0.0182
Si -0.0103 -0.0052 -0.0158
Si -0.0121 -0.017 -0.0218
Si 0.0074 0.0023 -0.0118
Si -0.0031 0.0075 -0.0085
Si 0.0047 0.0024 -0.0077
Si 0.007 -0.0202 -0.0102
Si 0.001 -0.001 -0.0086
Si -0.0059 -0.0039 -0.0106
Si -0.0174 0.0168 -0.0105
Si -0.0036 0.0011 -0.0084
Si 0.0019 0.0057 0.0173
Si -0.0065 -0.0014 0.0174
Si 0.0057 -0.0017 0.0066
Si 0.0022 -0.0005 0.023
Si 0.0025 0.0009 0.013
Si -0.0054 0.0015 0.0158
Si -0.002 0.0017 0.0295
Si -0.0004 0.0006 0.0169
Si 0.0032 -0.0051 0.0127
Si -0.0037 -0.0042 0.0144
Si 0.0045 0 0.0072
Si -0.0019 0.0073 -0.0002
Si -0.0007 0.0007 0.0169
Si 0 0.0018 0.0037
Si -0.0081 -0.0097 -0.0128
Si -0.0028 0.0026 0.0095
Si 0.0003 -0.0051 0.0327
Si 0.0033 -0.0023 0.0357
Si -0.0013 0.003 0.0411
Si -0.0046 0 0.0367
Si 0.0066 -0.0016 0.0301
Si 0.0057 -0.0087 0.0321
Si 0.0078 0.0006 0.0387
Si 0.0001 0.0043 0.0381
Si 0 0.0021 0.0401
Si 0 0.0025 0.0453
Si 0.0016 0.0048 0.0335
Si 0.0087 0.0019 0.0519
Si 0.0019 0.0036 0.0445
Si -0.0017 -0.0009 0.0611
Si 0.0011 0.0022 0.0299
Si -0.0053 0.0052 0.0423
Si -0.0072 -0.0044 0.0432
Si -0.0006 -0.0077 0.0441
Si 0.0106 -0.0068 0.0454
Si 0.003 0.0049 0.0459
Si 0.0038 0.0049 0.0591
Si -0.004 -0.0061 0.0396
Si -0.0111 0.006 0.0556
Si 0.0059 0.0094 0.0516
Si 0.002 -0.0035 0.043
Si 0.0067 -0.0014 0.055
Si 0.0038 -0.0003 0.0592
Si 0.0001 0.0112 0.062
Si -0.0108 0.0005 0.0533
Si -0.0073 -0.004 0.0519
Si -0.002 0.001 0.0538
Si -0.0098 0.0004 0.0594
Si -0.0067 0.0031 0.0265
Si -0.0017 -0.0067 0.057
Si 0.0034 -0.0063 0.0472
Si -0.0076 0.0018 0.0604
Si 0.0126 0.0044 0.0478
Si 0.0026 0.0031 0.0583
O -0.0089 0.0108 -0.0263
O -0.0086 -0.0077 -0.0262
O 0.0073 -0.0105 -0.0266
O 0.0003 0.0145 -0.024
O -0.0022 -0.0006 -0.0096
O 0.0128 -0.0088 -0.0285
O -0.0018 -0.0065 -0.0151
O 0.001 -0.0052 -0.0148
O 0.0074 -0.0118 -0.0322
O -0.0149 -0.0111 -0.0257
O 0.005 -0.0132 -0.0176
O -0.0092 0.0082 -0.0262
O -0.0071 -0.0063 -0.0197
O -0.0022 0.0091 -0.0172
O 0.0041 0.0032 -0.0206
O -0.0117 0.0047 -0.0295
O -0.001 0.0069 -0.0129
O -0.0084 -0.0016 -0.0156
O 0.01 -0.0101 -0.0244
O 0.0054 -0.0009 -0.017
O -0.0076 -0.0045 -0.0164
O 0.0093 -0.0073 -0.0279
O 0.0023 0.0051 -0.0201
N 0.0091 0.0027 -0.005
O 0.0006 0.0011 -0.0125
O 0.0021 0.003 -0.0218
O 0.0037 -0.0031 -0.0151
N 0.0026 0.0107 -0.0308
O -0.0053 -0.0034 -0.0228
O -0.0117 0.0069 -0.0188
N -0.0021 -0.0037 -0.0267
O 0.0075 0.0014 -0.0175
O -0.0085 -0.0066 -0.0269
O -0.0038 0.0078 -0.01
O 0.0011 -0.0063 -0.0269
O 0.0049 0.0014 -0.0206
O -0.0036 -0.0024 -0.0239
O 0.0099 -0.0027 -0.0237
O -0.0062 0.004 -0.0157
O -0.0056 -0.006 -0.0243
O 0.0022 0.0039 -0.0189
N 0.0036 0.0036 -0.0168
O -0.0063 -0.0023 -0.016
O -0.0008 0.0025 0.0005
O -0.0022 0 -0.0136
O 0.0051 0.0136 -0.0296
O 0.0047 -0.0014 -0.0216
O -0.0014 0.0005 -0.0167
O -0.0092 0.007 -0.0239
O 0.0059 -0.0043 -0.021
O 0.0017 0.0014 -0.0395
O -0.004 0.0066 -0.0213
O 0.0023 0.0093 -0.0199
O -0.0108 -0.0047 -0.0362
O 0.0022 0.0015 -0.0202
O -0.0046 -0.0073 -0.0159
O 0.0082 -0.0005 -0.0308
O 0.0048 0.0013 -0.0192
O -0.0087 0.0025 -0.0286
O -0.0015 0.0095 -0.0132
O -0.0034 -0.0028 -0.0125
O 0.0081 0.0085 -0.0188
O -0.0048 0.0009 -0.022
O -0.0126 -0.0048 -0.0435
O 0.0085 -0.0097 -0.0265
O -0.0005 -0.0004 -0.0186
O 0.0077 0.0036 -0.0349
O -0.0036 -0.009 -0.0288
O -0.0005 0.0006 -0.0231
O 0.0077 -0.0028 -0.0359
O 0.0185 0.0081 -0.0324
O -0.0121 0.0059 -0.0179
O 0.013 -0.0126 -0.0274
O 0.0179 -0.0024 -0.034
O 0.0072 -0.0081 -0.0288
O -0.0062 0.0004 -0.0187
O -0.0057 0.0088 -0.0195
O 0.0149 -0.0012 -0.0346
O -0.0129 -0.0098 -0.0308
O -0.0049 0.0001 -0.011
O -0.0038 -0.0008 -0.0359
O -0.0023 -0.0052 -0.0152
O 0.0011 0.0016 -0.0196
O 0.0086 -0.0055 -0.0131
O 0.0073 0.0156 -0.0336
O -0.011 -0.0032 -0.0248
O -0.0004 0.0091 -0.0323
O 0.0041 0.0001 -0.0302
O 0.0061 0.0098 -0.0366
O 0.008 0.0037 -0.0244
H -0.2712 0.2948 -0.2732
H 0.3548 -0.3163 -0.2808
H -0.2711 0.3595 -0.2577
H 0.2878 -0.3271 -0.2415
H 0.2935 -0.2194 -0.291
H -0.275 0.3655 -0.2244
H -0.2422 0.3335 -0.2617
H 0.2717 -0.266 -0.3277
H 0.3057 -0.3118 -0.2831
H -0.3034 0.3114 -0.2485
H 0.3313 -0.2542 -0.3164
H -0.3421 0.3417 -0.2615
H -0.3186 0.2864 -0.2922
H 0.2913 -0.2727 -0.2633
H 0.3279 -0.2888 -0.2496
H -0.2926 0.2461 -0.2478
H 0.2969 -0.3673 0.2167
H -0.3621 0.2644 0.2565
H 0.3721 -0.2998 0.2154
H -0.2758 0.2118 0.3269
H 0.1491 -0.3972 0.2542
H -0.2021 0.3888 0.281
H -0.3456 0.2705 0.2463
H 0.2963 -0.315 0.2477
H -0.4141 0.1933 0.297
H 0.3295 -0.2711 0.292
H -0.2712 0.2551 0.2924
H 0.3275 -0.329 0.2257
H -0.264 0.316 0.2266
H 0.2811 -0.2705 0.2331
H -0.3051 0.35 0.2531
H 0.2557 -0.2787 0.3012

The program warned: the cutoff lies below the one the program advises for these potential files; the forces do not sum to zero within the program's tolerance; empty levels may hold ghost states of the PAW files; the exchange-correlation potential is rough where the density is thin.
